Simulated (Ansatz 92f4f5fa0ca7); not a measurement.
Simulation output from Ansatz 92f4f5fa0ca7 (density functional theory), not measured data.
Periodic cell of 294 atoms, Si196O98, from a study of silicon, its oxide and their interface. The atomic structure is a simulated model.
Doubt: the cutoff is far below the 930 eV that the study's wrapper takes by default for these files, so forces and energies are approximate.

Settings
functional: PBE
potential files: Ansatz PAW
basis: plane waves
wave-function cutoff: 580 eV
density cutoff ratio: 5
exchange-correlation grid ratio: 1
k mesh: 1 x 1 x 1, Gamma-centred
self-consistency stop: 5e-08 eV per atom in the density residual
occupations: fixed
spin: none
net charge: 0

Cell vectors (angstrom)
a  11.6015  0  0
b  0  10.938  0
c  0  0  41.7399

Atoms: element, x, y, z (angstrom)
Si  0  0  0.9665
Si  3.8672  0  0.9665
Si  7.7343  0  0.9665
Si  1.9336  1.3673  0.9665
Si  5.8008  1.3673  0.9665
Si  9.6679  1.3673  0.9665
Si  0  5.469  0.9665
Si  3.8672  5.469  0.9665
Si  7.7343  5.469  0.9665
Si  1.9336  6.8362  0.9665
Si  5.8008  6.8362  0.9665
Si  9.6679  6.8362  0.9665
Si  1.9336  2.7345  40.7728
Si  5.8008  2.7345  40.7728
Si  9.6679  2.7345  40.7728
Si  0  4.1018  40.7728
Si  3.8672  4.1018  40.7728
Si  7.7343  4.1018  40.7728
Si  1.9336  8.2035  40.7728
Si  5.8008  8.2035  40.7728
Si  9.6679  8.2035  40.7728
Si  0  9.5708  40.7728
Si  3.8672  9.5708  40.7728
Si  7.7343  9.5708  40.7728
Si  0  0  4.8337
Si  3.8672  0  4.8337
Si  7.7343  0  4.8337
Si  1.9336  1.3673  4.8337
Si  5.8008  1.3673  4.8337
Si  9.6679  1.3673  4.8337
Si  0  5.469  4.8337
Si  3.8672  5.469  4.8337
Si  7.7343  5.469  4.8337
Si  1.9336  6.8362  4.8337
Si  5.8008  6.8362  4.8337
Si  9.6679  6.8362  4.8337
Si  1.9336  2.7345  2.9001
Si  5.8008  2.7345  2.9001
Si  9.6679  2.7345  2.9001
Si  0  4.1018  2.9001
Si  3.8672  4.1018  2.9001
Si  7.7343  4.1018  2.9001
Si  1.9336  8.2035  2.9001
Si  5.8008  8.2035  2.9001
Si  9.6679  8.2035  2.9001
Si  0  9.5708  2.9001
Si  3.8672  9.5708  2.9001
Si  7.7343  9.5708  2.9001
Si  -0.6324  0.7356  31.798
Si  3.9266  -0.1458  31.0993
Si  7.3156  -0.0233  30.9842
Si  1.4376  1.4885  30.9951
Si  5.5717  1.5154  31.2491
Si  9.3482  0.7628  30.1697
Si  -0.19  5.3884  31.1362
Si  5.9652  7.1363  30.1418
Si  8.1095  5.2667  30.9647
Si  1.4792  6.9143  30.5998
Si  3.4579  5.7399  30.2497
Si  9.7088  6.9529  31.0465
Si  2.0119  2.7949  32.9526
Si  5.8252  2.8413  33.1163
Si  9.8856  2.5247  33.1127
Si  0.0449  4.0877  33.0981
Si  3.8904  4.1789  33.0458
Si  7.8767  4.0142  32.9544
Si  1.7964  8.1894  32.7262
Si  5.8176  8.3054  33.1774
Si  9.5887  8.3605  32.9485
Si  -0.0887  9.7134  33.0632
Si  3.7888  9.4654  33.0371
Si  7.6561  9.7258  33.0335
Si  0.0192  -0.0164  35.0706
Si  3.8355  -0.0104  34.9422
Si  7.7583  0.0751  35.0115
Si  1.9234  1.4022  34.9271
Si  5.785  1.3933  34.987
Si  9.7238  1.3774  35.1262
Si  -0.0082  5.5261  34.9568
Si  3.837  5.5195  34.9626
Si  7.7847  5.4276  34.9135
Si  1.9033  6.9102  34.8321
Si  5.8322  6.7833  34.974
Si  9.6474  6.8938  34.8807
Si  1.9329  2.7454  36.8903
Si  5.7871  2.7576  36.9201
Si  9.677  2.789  36.973
Si  0.011  4.1409  36.9014
Si  3.8521  4.1394  36.8924
Si  7.7332  4.1202  36.8956
Si  1.9487  8.184  36.8627
Si  5.8096  8.1843  36.8903
Si  9.6646  8.1956  36.8887
Si  0.0174  9.5348  36.9533
Si  3.8723  9.5698  36.8943
Si  7.7356  9.575  36.8997
Si  0  0  38.8392
Si  3.8672  0  38.8392
Si  7.7343  0  38.8392
Si  1.9336  1.3673  38.8392
Si  5.8008  1.3673  38.8392
Si  9.6679  1.3673  38.8392
Si  0  5.469  38.8392
Si  3.8672  5.469  38.8392
Si  7.7343  5.469  38.8392
Si  1.9336  6.8362  38.8392
Si  5.8008  6.8362  38.8392
Si  9.6679  6.8362  38.8392
Si  1.9388  2.7603  6.7174
Si  5.8123  2.7056  6.8331
Si  9.6639  2.7145  6.7765
Si  -0.0168  4.0867  6.7453
Si  3.8825  4.0911  6.7624
Si  7.7445  4.0912  6.7637
Si  1.9409  8.1897  6.757
Si  5.7907  8.1753  6.7815
Si  9.648  8.1924  6.7699
Si  -0.0132  9.5266  6.7071
Si  3.8764  9.5743  6.7594
Si  7.718  9.5688  6.7765
Si  0.0102  -0.0151  8.5724
Si  3.8889  0.0198  8.6661
Si  7.7248  -0.0104  8.7232
Si  1.9288  1.3568  8.5852
Si  5.8112  1.3736  8.847
Si  9.6661  1.3525  8.7264
Si  -0.0296  5.4205  8.6933
Si  3.8291  5.3741  8.7531
Si  7.7639  5.4585  8.6977
Si  1.9048  6.7638  8.6543
Si  5.7904  6.7541  8.6973
Si  9.6949  6.8642  8.7413
Si  1.742  2.5586  10.577
Si  5.7512  2.798  10.8245
Si  9.6167  2.7274  10.6878
Si  -0.0293  4.0953  10.6617
Si  3.7402  3.9629  10.7291
Si  7.7019  4.1108  10.6476
Si  1.9659  8.206  10.5049
Si  5.8454  8.0975  10.6382
Si  9.7506  8.2265  10.7524
Si  0.1605  9.6976  10.5421
Si  3.9408  9.422  10.4315
Si  7.7251  9.5283  10.6294
Si  1.082  0.5843  11.8042
Si  2.9584  -0.0702  12.9288
Si  7.7095  -0.2228  12.6872
Si  -0.4569  0.518  13.5449
Si  5.3968  1.3744  13.7166
Si  9.2587  1.5674  12.6998
Si  0.2205  5.5033  12.5557
Si  3.7884  5.454  12.5701
Si  5.807  6.7189  12.5995
Si  2.0496  7.028  12.5193
Si  7.742  5.4658  12.5772
Si  9.7734  6.6997  12.6826
O  7.3828  4.6504  14.023
O  6.0885  7.4862  14.0708
O  3.794  12.0538  13.6825
O  -7.558  10.1441  11.9462
O  9.0052  2.617  13.9561
O  3.3802  4.7041  14.0424
O  0.1102  1.5155  14.6945
O  6.2684  10.9625  13.4405
O  10.8972  9.9715  14.2365
O  12.2802  4.5045  13.8538
O  5.7351  1.8635  15.24
O  -1.7124  7.521  14.1508
O  13.9353  11.0525  30.7156
O  3.9197  -5.6969  31.745
O  6.5591  8.2888  29.1385
O  4.5259  9.9584  29.7619
O  -1.8088  10.9172  28.8161
O  1.4542  3.51  27.2616
O  9.3552  13.2922  29.8379
O  3.7461  4.502  29.2006
O  5.5249  2.5686  29.9501
O  13.0906  2.2129  29.5086
O  0.9342  7.8623  29.2868
O  9.9265  7.5568  29.4544
Si  14.5515  5.493  21.9148
Si  2.524  8.3316  14.5319
Si  9.3518  3.951  29.5707
Si  7.0461  4.0711  24.3068
Si  2.3661  11.0501  17.9754
Si  -1.7025  5.553  16.8339
Si  12.3319  -1.8208  23.9786
Si  1.0263  6.8229  16.639
Si  9.2441  6.1035  23.5813
Si  3.2739  4.0212  19.2235
Si  7.742  9.6988  16.8938
Si  7.177  11.277  26.6912
Si  -0.198  6.4451  25.622
Si  -1.3071  4.1833  19.4269
Si  5.6298  10.3605  21.3689
Si  10.123  8.4875  22.0863
Si  8.4155  3.7682  14.9246
Si  3.103  8.4158  21.8972
Si  5.5039  7.794  15.5509
Si  1.0756  1.7746  15.9468
Si  0.6944  0.8023  25.806
Si  -0.4435  7.7704  28.3753
Si  11.4858  5.8716  21.6825
Si  15.7455  3.6138  24.0567
Si  4.7581  3.3139  28.7252
Si  9.5797  9.0545  14.5774
Si  6.0758  1.3404  23.855
Si  0.6233  2.2563  18.7507
Si  6.7695  1.7911  16.5083
Si  4.9747  6.0615  17.9808
Si  6.088  9.8601  29.2344
Si  9.9769  10.4468  27.2861
Si  7.4697  3.4147  27.2649
Si  2.7085  8.0113  18.8559
Si  1.9811  4.4216  14.8543
Si  4.933  1.544  19.0284
Si  2.1065  2.2023  27.9988
Si  13.0077  3.6877  25.6378
Si  -3.7073  5.8759  19.0096
Si  8.0436  8.843  20.0106
O  6.166  10.5394  27.7412
O  3.9588  8.2795  15.3335
O  12.6591  -0.4881  24.8792
O  0.132  2.229  17.1957
O  4.2059  7.3744  18.6202
O  8.5065  10.3218  26.5623
O  -3.0691  6.1494  17.5173
O  7.1176  2.5922  23.5755
O  10.8194  9.0644  27.42
O  4.2764  9.5394  21.7603
O  11.3782  -4.3342  27.2438
O  2.3969  8.2147  20.4336
O  9.0122  7.5819  22.9054
O  7.5516  0.3535  16.5635
O  10.9158  4.4768  29.7711
O  9.099  9.1798  16.1378
O  10.5463  4.4748  17.8547
O  3.6634  6.919  22.3094
O  3.1146  5.1975  20.3267
O  9.3631  9.3061  20.8861
O  1.8163  3.3745  18.9025
O  2.951  3.8056  25.1319
O  7.7308  3.9433  25.7628
O  7.86  5.2481  23.5393
O  9.5715  4.801  15.4375
O  2.1104  2.955  15.5326
O  7.7774  3.0586  16.2651
O  10.9628  9.4502  23.118
O  1.3639  8.0703  15.6524
O  5.4654  6.4398  16.4762
O  12.3678  2.2711  25.0385
O  1.7594  5.4953  16.0613
O  6.4162  8.8952  16.3556
O  12.9652  5.5818  22.2763
O  10.8892  2.6473  19.6482
O  8.6808  4.1207  28.0864
O  6.1553  0.2314  22.6825
O  1.8607  0.4366  16.4558
O  7.6165  1.7805  27.3299
O  1.7126  0.8774  27.1014
O  8.1162  7.2123  19.9126
O  8.7076  15.5341  19.705
O  12.2037  5.0497  25.273
O  -0.5944  17.6595  16.6652
O  -0.3063  5.1381  20.2612
O  6.446  11.507  25.2565
O  3.969  4.7696  17.9385
O  5.9444  3.8139  27.7144
O  10.7822  0.5977  26.3816
O  2.0138  8.9158  22.9952
O  1.295  0.7767  19.0589
O  3.6217  4.2117  22.6434
O  4.2924  2.8564  19.7544
O  9.8581  6.2946  25.0873
O  4.5749  12.9657  23.9349
O  6.1014  2.0052  17.9856
O  1.5782  -3.8742  18.1597
O  2.5749  -1.4666  18.161
O  10.3681  5.285  22.7139
O  7.9699  9.4961  18.5071
O  3.8179  0.8135  18.1166
O  5.4707  4.4731  24.4812
O  6.7257  -1.6539  20.8481
O  -0.3618  7.4662  21.4579
O  6.287  5.6329  18.8757
O  5.4318  0.5199  20.1773
O  12.1143  7.7422  24.8726
O  3.7434  2.2518  27.9908
O  6.7684  5.7226  30.0776
O  2.3366  9.8704  14.0472
O  -3.2392  -1.3984  13.6285
O  5.7971  2.3533  12.4646
O  6.0365  7.5837  31.6984
O  4.4243  6.9317  29.6917

Results
free energy: -180329.253 eV
free energy less fixed offsets of O -568.88, Si -635.61 eV per atom: 0.547 eV

Forces (eV/angstrom), in the order of the atoms: element, x, y, z
Si  -0.0033  -0.0213  -0.0014
Si  -0.0053  0.0364  -0.0063
Si  0.0085  0.041  0.0103
Si  -0.0089  -0.0283  -0.0144
Si  0.0035  -0.0786  0.0138
Si  0.0065  -0.0156  0.0134
Si  0.0002  0.0306  -0.0092
Si  0.0017  0.0437  -0.0084
Si  -0.0026  0.0401  -0.0135
Si  0.0075  -0.0623  -0.0108
Si  -0.0013  -0.0426  0.0122
Si  -0.0062  -0.0606  0.0074
Si  0.0139  0.0451  -0.0107
Si  -0.007  0.0394  0.0317
Si  -0.0003  -0.0311  0.0482
Si  -0.01  -0.0423  -0.0135
Si  0.0147  -0.0601  -0.0209
Si  0.0045  -0.0561  -0.0124
Si  -0.0041  0.1138  -0.0597
Si  -0.0062  0.0485  -0.0244
Si  0.0081  0.0727  -0.0238
Si  0.0059  0.0433  0.0276
Si  0.0028  -0.0289  0.0207
Si  -0.0105  -0.0314  0.0091
Si  -0.0012  -0.003  -0.2403
Si  0.0058  0.0312  -0.0834
Si  -0.043  -0.0413  0.0082
Si  -0.0156  -0.0812  -0.1744
Si  0.0459  -0.058  0.3059
Si  -0.0043  -0.115  0.0661
Si  -0.0488  0.086  -0.0358
Si  0.082  0.0525  0.0281
Si  -0.0009  0.0082  -0.0089
Si  0.041  -0.111  -0.0835
Si  -0.0117  -0.073  -0.0211
Si  -0.0642  -0.1234  0.0092
Si  0.003  -0.0165  -0.0362
Si  -0.0024  0.1127  0.0282
Si  -0.0085  0.0298  0.0084
Si  0.0027  -0.0267  0.0044
Si  0.0005  -0.0536  0.0149
Si  -0.0091  -0.0422  0.0154
Si  -0.0064  0.0383  -0.0213
Si  0.0098  0.0566  0.0077
Si  -0.0018  0.067  0.005
Si  0.0003  0.0472  -0.0279
Si  0.0083  -0.0273  -0.0069
Si  -0.0043  -0.0426  -0.0119
Si  -0.2238  -0.0452  0.0338
Si  0.0752  -0.7171  -0.4452
Si  -0.0804  -0.0451  -0.2666
Si  0.0787  0.0013  -0.375
Si  0.0576  0.5967  -0.1284
Si  0.2122  -0.0307  -0.0679
Si  -0.2534  -0.4364  -0.1647
Si  0.0895  0.2386  -0.069
Si  -0.3483  0.2805  0.0438
Si  -0.2283  0.2369  -0.3452
Si  0.3768  -0.197  -0.5104
Si  -0.1737  0.3831  -0.159
Si  -0.2232  -0.3571  -0.1283
Si  -0.0142  0.0153  0.0753
Si  -0.0913  0.185  -0.0385
Si  0.0846  0.116  -0.0174
Si  0.3352  0.2961  -0.0316
Si  0.2141  -0.1751  0.2875
Si  -0.1318  0.2003  0.3258
Si  -0.1527  -0.1406  -0.3122
Si  0.0336  -0.0526  0.0588
Si  -0.0499  -0.1069  -0.1089
Si  0.1047  0.1948  0.0614
Si  0.1437  0.1857  0.1392
Si  0.0725  0.0763  0.0296
Si  -0.0432  0.0626  -0.0342
Si  -0.0744  0.102  -0.0956
Si  0.1825  -0.126  0.0018
Si  0.0031  -0.1018  0.0447
Si  -0.1093  -0.0876  -0.045
Si  0.0191  0.0643  -0.0286
Si  -0.0555  0.1243  -0.0207
Si  0.1203  -0.1076  -0.0826
Si  -0.1237  -0.0415  -0.1259
Si  -0.0474  -0.004  -0.1349
Si  0.0127  -0.0466  0
Si  0.028  0.0809  -0.0688
Si  -0.0633  0.0474  -0.0952
Si  0.0093  0.0386  0.012
Si  -0.0254  -0.0263  -0.0594
Si  -0.0436  -0.1777  0.0454
Si  0.0258  -0.0604  -0.0243
Si  -0.0305  0.1168  -0.0032
Si  0.0598  0.157  0.0652
Si  0.002  0.0788  -0.1182
Si  0.0724  -0.0224  -0.0107
Si  -0.0011  -0.0235  -0.079
Si  -0.0436  -0.0893  -0.0351
Si  0.0101  0.0135  0.1559
Si  0.0263  -0.0179  -0.0753
Si  0.0009  0.0498  -0.0667
Si  -0.0337  -0.0034  -0.1466
Si  -0.0325  0.023  0.0355
Si  0.0359  -0.0195  0.2188
Si  0.0627  0.1517  0.0769
Si  -0.0433  0.1026  0.0688
Si  -0.0435  0.096  -0.016
Si  0.059  -0.0979  -0.1994
Si  0.0045  -0.0164  0.0159
Si  -0.0241  -0.0719  -0.1002
Si  0.0185  0.0376  -0.0439
Si  0.0085  0.1634  0.0111
Si  -0.0405  0.0084  0.0135
Si  0.0198  -0.0594  0.0881
Si  0.0335  -0.086  0.1028
Si  0.0094  -0.0706  0.0666
Si  0.0024  0.0533  0.0612
Si  -0.036  0.0935  0.042
Si  -0.0029  0.0367  0.0688
Si  -0.0052  0.0069  -0.0006
Si  -0.0094  -0.1885  -0.0423
Si  -0.0072  -0.0227  0.0187
Si  -0.1386  0.1176  -0.0407
Si  -0.0478  0.1223  0.0253
Si  0.0824  -0.0474  0.0297
Si  -0.0021  -0.0818  -0.0495
Si  0.0042  -0.0576  0.0128
Si  0.0845  -0.055  0.0269
Si  -0.0368  0.1313  0.0159
Si  -0.025  0.0573  -0.0333
Si  -0.1222  0.1519  0.0622
Si  0.1419  -0.0934  0.1175
Si  0.049  -0.1891  0.1799
Si  0.016  0.0475  0.1379
Si  0.0175  0.1304  0.0633
Si  0.0602  0.037  0.3497
Si  -0.0502  0.0906  -0.2435
Si  -0.0361  -0.0432  -0.2603
Si  -0.2601  0.0331  -0.2377
Si  0.1653  -0.0133  -0.1892
Si  -0.1435  -0.1162  -0.2567
Si  -0.0168  -0.1207  -0.268
Si  0.0771  0.2413  -0.0116
Si  -0.1121  -0.3427  -0.0737
Si  0.0232  0.032  0.4218
Si  0.19  -0.1025  0.0544
Si  -0.0715  0.1215  0.0553
Si  -0.1483  0.0922  -0.2124
Si  -0.0699  -0.3322  -0.2195
Si  0.3828  -0.001  -0.0996
Si  0.1228  0.0148  0.1595
Si  -0.1993  -0.0344  0.2478
Si  0.2532  -0.2075  0.5588
Si  -0.458  -0.0482  0.4785
Si  0.2683  0.2991  0.2098
Si  0.1857  -0.0125  0.047
Si  -0.2199  -0.2943  0.193
Si  0.2461  0.3356  0.2936
O  0.0814  0.0915  -0.2693
O  -0.0172  -0.0166  -0.302
O  -0.158  0.013  0.0456
O  0.1735  -0.0862  -0.2019
O  -0.0091  0.1132  0.0015
O  0.2442  0.1266  -0.3203
O  -0.1296  -0.0033  0.1078
O  0.0294  -0.0688  0.0207
O  -0.1323  0.0085  0.0114
O  -0.2549  0.1601  -0.4385
O  -0.1112  0.0487  -0.2738
O  -0.0542  -0.2852  -0.2506
O  0.2126  0.3354  0.4217
O  -0.1042  -0.2103  0.3077
O  0.0025  -0.345  0.082
O  -0.1396  0.0467  0.2133
O  -0.115  0.0996  0.2916
O  0.0077  0.1093  0.1107
O  -0.1703  0.0624  0.0781
O  -0.1664  0.1377  0.2838
O  0.0597  -0.088  0.2163
O  -0.1064  0.0824  0.4029
O  0.2392  -0.2911  0.4616
O  -0.0852  -0.1469  0.3137
Si  0.0533  -0.0896  -0.0738
Si  -0.2444  -0.0091  0.1259
Si  0.286  -0.2142  -0.1731
Si  0.062  -0.0395  0.1251
Si  0.0269  0.0663  0.0597
Si  -0.0133  0.0539  0.3327
Si  0.0462  0.0914  0.1661
Si  -0.0182  0.0237  0.2212
Si  0.002  -0.0924  0.0702
Si  -0.0008  -0.0986  -0.0497
Si  -0.0617  0.1011  0.1888
Si  0.1037  0.0236  -0.0087
Si  0.0573  -0.0433  -0.2068
Si  -0.096  -0.0262  -0.0669
Si  0.0445  0.159  -0.1147
Si  0.0042  -0.0392  -0.0144
Si  -0.0021  -0.169  0.4452
Si  -0.0535  0.0025  -0.0988
Si  -0.0891  -0.0736  0.3494
Si  -0.1883  -0.0803  0.3071
Si  0.0054  0.1273  0.1522
Si  -0.1288  0.0758  -0.1267
Si  -0.0446  -0.1156  -0.1193
Si  -0.0617  -0.0349  0.0857
Si  -0.0678  -0.2201  -0.2711
Si  0.0878  0.2333  0.0829
Si  -0.0083  0.013  0.1663
Si  -0.0038  -0.0414  0.0345
Si  -0.0028  -0.1194  0.3511
Si  0.0056  -0.0086  0.1424
Si  0.2106  0.233  0.0105
Si  -0.2425  0.2548  -0.2682
Si  0.0101  -0.2915  -0.321
Si  0.0188  -0.0051  -0.1167
Si  0.0308  0.1089  0.029
Si  -0.0494  0.0295  -0.059
Si  -0.0083  -0.1758  -0.2068
Si  -0.0228  -0.1889  -0.039
Si  0.0164  -0.063  -0.0258
Si  -0.0424  -0.0503  -0.1827
O  -0.095  -0.0692  0.2287
O  0.0059  -0.0583  -0.1293
O  0.0398  -0.0949  -0.0737
O  0.0761  -0.0407  -0.0781
O  0.028  0.0321  -0.0289
O  0.0984  -0.0621  0.0389
O  0.0242  -0.0239  -0.0555
O  0.0114  0.0166  -0.0559
O  0.1301  -0.2035  0.1181
O  -0.0118  -0.0333  0.0624
O  -0.0261  -0.0135  0.2652
O  -0.0375  0.0322  0.1449
O  0.0196  0.0328  0.0335
O  0.0082  0.018  -0.1248
O  0.0629  0.0972  0.1171
O  0.13  -0.0506  -0.2271
O  -0.0241  0.0206  -0.0502
O  0.0158  0.0338  0.0644
O  -0.0025  0.0824  0.093
O  0.0499  0.0182  0.0533
O  -0.0175  0.0304  -0.0057
O  0.09  0.0349  -0.0086
O  -0.0185  0.0034  0.0768
O  0.0131  0.0677  -0.0864
O  0.0579  -0.054  -0.2256
O  0.1056  0.0353  -0.0851
O  0.1323  0.0995  -0.2353
O  -0.0708  -0.0308  -0.0839
O  0.0217  0.0333  -0.0356
O  0.004  0.021  -0.2082
O  0.0018  0.0193  -0.0141
O  0.059  -0.114  -0.1378
O  -0.0762  -0.0325  -0.1519
O  -0.009  0.0284  0.047
O  0.0205  0.1021  -0.0414
O  0.1346  0.1158  0.1079
O  0.0082  -0.0823  -0.0544
O  0.0802  -0.0236  -0.076
O  0.0012  0.1251  0.0431
O  -0.0083  0.0485  0.0853
O  0.018  0.0498  0.0617
O  0.0169  -0.0215  0.0177
O  -0.0475  0.109  0.0309
O  0.0006  0.0114  -0.1459
O  0.0262  0.0652  0.0521
O  -0.0665  0.0384  -0.0816
O  -0.0394  0.0025  -0.0305
O  -0.1471  0.0784  0.1748
O  -0.0383  -0.0831  0.0584
O  0.0734  -0.0262  -0.0545
O  -0.0606  0.0111  0.0191
O  -0.0397  0.0632  -0.0662
O  0.0015  -0.013  0.0204
O  -0.0013  0.0376  0.0303
O  0.0085  0.0021  -0.0025
O  0.0596  0.0011  -0.1651
O  -0.0566  -0.0052  -0.1227
O  0.0237  -0.027  0.0115
O  -0.0303  0.0103  0.0285
O  0.0342  -0.0253  -0.0241
O  -0.0563  -0.0353  -0.0593
O  -0.0079  0.0316  -0.0177
O  -0.0295  -0.0125  0.1021
O  -0.0083  0.0329  -0.0179
O  0.0333  0.0113  -0.0049
O  0.0214  -0.0987  0.1225
O  -0.0182  -0.0215  0.0063
O  0.1845  0.0159  0.1398
O  -0.1105  -0.2054  -0.1274
O  0.117  -0.0436  0.0377
O  -0.1263  0.0661  -0.0215
O  0.1266  0.1731  -0.3503
O  0.0624  -0.0785  0.1647
O  0.1314  0.1042  0.0753

The program warned: the cutoff lies below the one the program advises for these potential files; the exchange-correlation potential is rough where the density is thin.
